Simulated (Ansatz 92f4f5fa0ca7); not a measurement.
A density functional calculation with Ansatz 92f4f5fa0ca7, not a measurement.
Periodic cell of 254 atoms, Si144O106N4, from a study of silicon, its oxide and their interface. The atomic structure is a simulated model.
This geometry differs little from another in the collection (a relaxation step or a small displacement).

Settings: functional r2SCAN; potential files Ansatz PAW; basis plane waves; wave-function cutoff 800 eV; density cutoff ratio 5; exchange-correlation grid ratio 1; k mesh 1 x 1 x 1, shifted by 0.5 0.5 0 of a step; self-consistency stop 1e-10 eV per atom in the density residual; occupations fixed; spin none; net charge 0.

Cell vectors (angstrom)
a 10.887 0 0
b 0 10.887 0
c 0 0 36.2444

Atoms: element, x, y, z (angstrom)
Si -0.5601 0.557 0.0734
Si 2.4118 3.1562 -0.0015
Si 0.0661 5.2689 -0.041
Si 2.6755 8.0798 0.1668
Si 5.6731 -0.1597 0.0364
Si 8.1425 2.6993 0.4465
Si 5.9307 4.8715 0.0521
Si 7.9536 8.575 0.0201
Si 1.2464 1.5299 1.2884
Si 4.0955 4.0953 1.3773
Si 1.2577 6.7562 1.4099
Si 4.0309 9.5918 1.3257
Si 6.7199 1.2885 1.5733
Si 9.5653 4.1551 1.5154
Si 6.8472 6.7926 1.1916
Si 9.4232 9.7091 1.4258
Si 0.0169 2.7837 2.8427
Si 2.639 0.0948 2.6344
Si -0.0693 8.2402 2.6826
Si 2.7259 5.4632 2.7531
Si 5.3282 2.694 2.8017
Si 8.1133 0.014 2.9219
Si 5.4206 8.1368 2.6225
Si 8.1571 5.5568 2.7325
Si 1.404 4.1108 4.1576
Si 3.989 1.345 4.125
Si 1.3231 9.5817 4.0264
Si 4.0819 6.8417 4.0716
Si 6.7735 4.1184 4.0398
Si 9.5159 1.4092 4.1679
Si 6.7405 9.4589 4.1106
Si 9.5 6.8829 4.1051
Si -0.0148 0.0139 5.4731
Si 2.7105 2.7189 5.5158
Si -0.0049 5.4976 5.4351
Si 2.6988 8.2117 5.3909
Si 5.3877 -0.031 5.4362
Si 8.1289 2.7791 5.45
Si 5.4311 5.4473 5.435
Si 8.1256 8.1714 5.4942
Si 1.3497 1.3563 6.8456
Si 4.1031 4.0763 6.8271
Si 1.3656 6.8439 6.7804
Si 4.0397 9.5213 6.8046
Si 6.7772 1.3575 6.7646
Si 9.5316 4.1094 6.7903
Si 6.7934 6.7762 6.8223
Si 9.4996 9.5358 6.8281
Si -0.0023 2.7428 8.1658
Si 2.7089 -0.012 8.1888
Si 0.0184 8.192 8.1613
Si 2.7034 5.4391 8.1347
Si 5.4537 2.6845 8.1742
Si 8.1291 0.022 8.1607
Si 5.3831 8.1224 8.133
Si 8.2023 5.4496 8.1671
Si 1.3882 4.0763 9.5393
Si 4.0738 1.327 9.5465
Si 1.3485 9.5449 9.5666
Si 4.0144 6.7867 9.5193
Si 6.8509 4.0572 9.4794
Si 9.5514 1.3581 9.5061
Si 6.7384 9.4891 9.4516
Si 9.6229 6.7761 9.5164
Si 0.0281 0.0501 10.9398
Si 2.7198 2.6897 10.9179
Si 0.1245 5.4599 10.9648
Si 2.633 8.1151 10.9267
Si 5.3569 -0.1247 10.8819
Si 8.251 2.7467 10.8426
Si 5.4165 5.3847 10.7675
Si 8.1944 8.1647 10.7151
Si 1.3856 1.4044 12.4065
Si 4.139 4.0311 12.2116
Si 1.4116 6.8096 12.4909
Si 3.9095 9.4242 12.3431
Si 6.8575 1.2709 11.983
Si 9.6689 4.068 12.2613
Si 6.8362 6.7617 11.9636
Si 9.5095 9.4827 12.1275
Si 0.1231 2.8677 13.852
Si 2.4682 -0.1438 13.8588
Si -0.2873 8.1296 13.6963
Si 3.0463 5.4386 13.772
Si 5.4845 2.4799 13.347
Si 8.2079 0.0379 13.3966
Si 5.5309 8.0516 13.3836
Si 8.136 5.4072 13.363
Si 1.5172 4.4535 15.2202
Si 4.3911 0.9152 14.7153
Si 0.4634 9.7379 15.2429
Si 5.0588 6.29 14.9189
Si 6.9928 3.773 14.5549
Si 9.3998 1.4308 14.8582
Si 6.7961 9.5405 14.6246
Si 8.8014 7.0453 14.9286
Si 9.4524 -9.1751 26.9213
Si 10.4938 -4.464 28.5153
Si 3.2409 2.0384 28.5627
Si -8.8789 18.8653 27.2776
Si 12.235 -3.7873 16.8194
Si 7.908 13.5022 17.1656
Si 4.7569 7.7431 28.5733
Si 18.1785 -6.9351 26.2688
Si 3.2151 13.5355 17.1465
Si 4.4287 7.0355 17.6978
Si 28.4712 4.54 21.5926
Si 24.8342 -0.0386 21.4995
Si 6.0542 0.3789 16.9642
Si 13.3217 -4.9567 20.5963
Si 22.09 4.8923 24.6997
Si -3.0786 -2.0464 24.4209
Si 17.1216 -33.979 30.6825
Si 16.0655 16.314 30.3369
Si 2.8944 6.4069 24.6937
Si 8.5996 19.1113 19.3214
Si 28.3896 -3.7159 32.4951
Si 11.4957 1.333 22.2566
Si 26.4055 4.4019 19.2879
Si 3.8301 7.8737 22.3812
Si -1.3851 -10.2683 24.1907
Si 2.9158 1.6076 23.9412
Si -11.0535 17.2176 19.4722
Si 7.3535 -10.56 28.5085
Si 12.8718 -1.7387 31.6164
Si 3.4675 11.243 18.7521
Si -5.2107 9.5275 26.3885
Si 9.3653 3.1331 22.6724
Si -6.5047 6.4164 34.3488
Si 4.9547 4.0588 24.2506
Si -1.8713 -0.1274 17.4072
Si 14.7421 -10.2885 31.2419
Si 0.0464 7.1297 31.3234
Si -19.0128 -15.467 31.9703
Si -1.6194 -3.9474 33.9951
Si -1.9303 6.4913 26.0605
Si 27.7188 -7.8033 28.7253
Si 12.2475 -0.8343 34.5238
Si 8.5901 -5.2648 17.7696
Si 11.6496 -7.2333 27.5269
Si 14.1726 -13.1254 19.6531
Si 3.6949 -20.6104 34.3465
Si 6.9545 -3.2371 21.7234
Si 13.6939 -0.1508 26.464
O -5.7926 6.2076 28.9185
O -0.0099 -0.0875 34.916
O 5.3508 -3.5054 33.4868
O 10.2344 4.1645 23.6058
O 15.049 5.3895 24.7395
O -12.6439 -4.3494 27.6636
O 3.8139 7.2096 35.6227
O 8.8186 -21.1408 27.934
O 3.7006 -9.6776 32.7346
O 6.7726 -1.2722 35.7547
O 10.0918 -5.0438 34.8981
O 5.5202 -2.7466 27.2084
O 3.1697 8.0066 28.4084
O -2.9259 7.0214 18.3858
O 3.1327 -5.0072 33.4804
O 2.1084 14.5476 16.5461
O 1.0778 8.6293 16.3137
O 4.9839 5.7722 18.5257
O 3.213 17.316 21.9107
O 2.6276 10.9713 34.8921
O 3.2281 4.625 20.0935
O 4.8517 10.9511 17.9887
O 22.6088 5.6619 20.5694
O 4.6 8.2821 18.7385
O 7.8073 15.0601 17.6905
O 6.7381 -9.1666 29.053
O 34.7821 -7.733 28.2366
O 2.5386 1.4536 18.0193
N 5.6162 10.7242 15.3904
O 8.516 -11.5145 24.2346
O 24.3631 20.7555 18.8487
O 14.7441 11.6053 20.2933
O 5.2508 -13.1147 29.7924
O -3.4443 -0.4663 17.0777
N 10.0794 -0.0155 15.9799
O -4.9371 15.8044 15.2799
O 21.2415 -4.7925 25.3674
O 13.9053 7.9171 31.8608
O 1.5037 0.4326 21.2617
O 3.5519 0.4614 22.9586
O 0.897 5.8827 15.8126
O 7.8033 8.3268 15.2958
O 29.2399 -13.2218 20.4561
O -5.463 -13.8926 22.1708
O 13.3 0.9082 25.3082
O 14.8888 1.948 15.9378
O 9.8449 7.5282 20.1276
O 10.5754 13.3671 27.7634
O 17.3335 1.923 17.317
O 19.0042 3.7843 21.8699
O -1.8502 6.1242 16.286
O -1.1274 -5.6882 18.8274
O 13.642 -0.5399 30.8956
O 6.2386 6.1223 31.3282
O -6.6029 14.2144 18.1466
N 19.1034 2.6877 15.4768
N 14.2048 -1.7406 21.319
O 19.8292 12.3815 17.8456
O 30.5325 -8.9431 23.6043
O -5.1926 -17.4015 22.8467
O 8.3921 2.7712 26.3016
O 13.4197 -3.6503 19.6515
O 14.5819 -5.4223 30.9724
O -1.6636 20.4396 18.5322
O -19.3206 6.8743 26.1766
O 7.8438 -4.3802 33.3297
O 21.3056 2.3912 21.6506
O 18.7561 5.3517 25.7103
O 2.915 6.8756 17.1168
O -2.3448 -13.8262 25.5402
O 5.8676 -6.8732 20.2768
O 22.2806 -14.7919 18.1667
O 11.1857 4.9843 28.2995
O 12.7109 -1.4331 26.6128
O 4.2573 -11.5916 26.0695
O 6.5004 -11.1793 27.2788
O 1.5709 -2.1997 35.3563
O 1.2686 4.2374 35.718
O -4.8176 3.576 25.3041
O -0.8194 -4.2804 30.0699
O -3.062 -13.7376 23.027
O 5.3342 -0.0736 31.2109
O 1.3518 9.7352 32.9694
O 14.4468 -9.1353 30.1367
O 16.1261 7.1624 16.3138
O -0.7368 -3.5101 32.7111
O 12.5145 16.4845 24.0437
O -7.5474 7.8034 23.9297
O 6.7889 4.0889 27.7906
O 7.083 -7.1475 35.9304
O -0.1664 0.2641 23.1958
O 11.723 -17.8554 25.9118
O 7.1051 6.0868 21.3508
O 10.0843 0.9255 25.6634
O 16.0031 0.6928 34.983
O 6.9022 -2.2479 31.8378
O 22.4993 -2.3644 30.8235
O 3.9416 2.8126 24.1448
O 18.297 10.1743 29.744
O 17.213 -12.602 24.9608
O 11.5193 -14.2158 27.9933
O 12.0989 -4.8544 31.6275
O 3.1947 -8.2951 34.9135
O -8.0452 11.5206 27.875
O -9.2676 2.2124 23.1821
O 16.5114 -6.9861 30.0792
O 9.1756 1.6678 35.8717
O 8.8913 -13.6009 34.9767
O 5.2747 -16.6023 34.8345
O 4.5993 -19.1217 27.9362

Results
free energy: -154109.215 eV
free energy less fixed offsets of N -386.36, O -570.45, Si -639.56 eV per atom: 0.565 eV

Forces (eV/angstrom), in the order of the atoms: element, x, y, z
Si -0.0081 0.003 0.0388
Si -0.0067 0.0046 0.0433
Si 0.0106 -0.0077 0.0443
Si 0.0026 -0.0019 0.0452
Si 0.0043 -0.0111 0.0421
Si 0.0011 0.0005 0.0228
Si 0.0038 0.0029 0.0448
Si -0.008 -0.0008 0.0467
Si 0.0013 -0.0008 -0.004
Si 0.0022 -0.0006 -0.0046
Si -0.0001 0.0007 -0.0088
Si -0.0009 0.0002 -0.006
Si -0.0044 -0.0007 -0.0049
Si -0.0014 0.0018 -0.008
Si -0.0024 -0.003 -0.0032
Si -0.0004 -0.0004 -0.008
Si 0.0003 -0.0018 0.0031
Si -0.0021 0.0001 0.0026
Si -0.0011 0.0018 0.0016
Si -0.0029 -0.0026 0.0019
Si -0.002 0.0002 0.0027
Si 0.0015 0 0.0048
Si -0.0019 -0.0026 0.0014
Si -0.0015 0.0007 0.003
Si 0.0009 -0.0023 0.0018
Si -0.0025 0.001 -0.0003
Si -0.0014 0.0012 0.0018
Si 0.0002 -0.0027 0.0001
Si -0.0016 -0.0003 0.001
Si -0.0037 0.0001 0.0009
Si 0.0007 0 0.0002
Si -0.0042 -0.0003 -0.0006
Si -0.0009 -0.0016 0.0025
Si -0.0021 -0.0001 0.0031
Si -0.0019 -0.0012 0.0019
Si -0.0021 0.001 0.0015
Si -0.0012 -0.0015 0.0009
Si 0.0002 -0.0004 0.0017
Si -0.0004 -0.0009 0.003
Si 0.0004 -0.0011 0.0017
Si -0.0033 -0.0001 0.0018
Si -0.0003 -0.0003 0.0011
Si -0.0027 -0.0016 0.002
Si -0.0002 -0.0004 0.0013
Si -0.0006 0.0005 0.0027
Si -0.0027 0 0.0022
Si -0.0026 -0.0008 0.0003
Si -0.0012 0.0012 0.0013
Si -0.0024 -0.001 0.0018
Si -0.0019 0 0.0033
Si -0.0019 -0.0003 0.0014
Si -0.0013 0.0006 0.0016
Si -0.0033 -0.0009 0.0025
Si 0.0005 -0.0011 0.0032
Si -0.0006 -0.0013 0.002
Si 0.0002 0.0008 0.0029
Si 0.0001 0 0.0021
Si -0.0004 0.0013 0.0004
Si -0.0033 -0.0013 0.0026
Si -0.0006 0.0007 0.0017
Si -0.0024 -0.0005 0.002
Si -0.0004 -0.0021 0.0017
Si 0.0012 0.0015 0.0011
Si -0.0024 -0.0013 0.0021
Si 0.0018 -0.0022 0.0026
Si 0.0005 -0.0005 -0.001
Si -0.0002 0.0017 0.0015
Si -0.0046 0.0002 -0.0009
Si -0.0048 -0.0036 0.002
Si -0.0021 0.001 0.0011
Si -0.0006 -0.0011 -0.0004
Si 0 0.0022 -0.0007
Si -0.004 -0.0023 -0.0001
Si -0.0041 -0.0006 0.0008
Si -0.0001 -0.0024 0.0012
Si 0.0046 0.0034 -0.001
Si -0.0045 -0.0055 -0.005
Si 0.0023 0.0012 -0.0001
Si 0.0001 -0.0017 0.003
Si -0.0005 -0.0016 -0.0033
Si 0.0038 0.0003 0.0081
Si 0.0028 -0.0037 -0.0032
Si -0.0138 0.0015 -0.0108
Si 0.0074 0.0023 -0.0028
Si 0.0054 -0.0038 -0.0073
Si -0.0012 -0.0011 0.0017
Si -0.0008 0.0017 -0.0096
Si -0.0038 0.0015 -0.009
Si 0.0034 -0.0094 0.004
Si 0.009 0.006 0.0279
Si -0.0193 0.0013 0.029
Si 0.0164 0.0012 0.0155
Si 0.0064 -0.0016 0.0238
Si -0.0066 0.0006 0.0196
Si 0.0082 0.0105 0.0317
Si -0.0065 -0.0116 0.0229
Si 0.0058 0.0055 -0.0312
Si 0.0108 -0.0072 -0.029
Si -0.0064 -0.0046 -0.0315
Si 0.0056 -0.0018 -0.0279
Si -0.0137 -0.001 0.0181
Si 0.0017 -0.0003 -0.001
Si -0.0047 -0.0053 -0.0171
Si -0.0076 -0.0046 -0.0343
Si 0.0073 0.0023 0.025
Si 0.008 0.0112 0.0068
Si -0.0079 -0.0019 -0.0352
Si 0.0126 0.0071 -0.0217
Si 0.0001 -0.0027 0.0028
Si -0.0066 0.0131 -0.0198
Si 0.0013 -0.0041 -0.0361
Si 0.0058 -0.0065 -0.0425
Si -0.0037 -0.0021 -0.0003
Si -0.001 -0.0003 -0.0101
Si 0.0064 0.0062 -0.0315
Si -0.0052 0.0108 -0.0118
Si -0.0007 -0.0038 0.0358
Si 0.0105 -0.0084 -0.0294
Si 0.0003 -0.0093 -0.0148
Si -0.0041 -0.0006 -0.0238
Si 0.0006 -0.0061 -0.0315
Si 0.0043 -0.014 -0.0371
Si 0.0049 -0.0007 -0.0169
Si -0.0012 0.0006 -0.0238
Si -0.0095 0.0051 0.0136
Si 0.0033 -0.0062 0.008
Si 0.007 0.0016 -0.0271
Si -0.0018 0.0053 -0.0345
Si -0.0007 -0.0092 0.059
Si 0.0015 0.0039 -0.0364
Si 0.0054 -0.0067 0.0036
Si 0.0032 -0.0019 0.015
Si -0.0012 0.003 0.0168
Si 0.0028 -0.0111 0.0193
Si -0.0011 0.0013 0.0817
Si 0.0025 0.0076 -0.0465
Si 0.0023 -0.0049 -0.0237
Si -0.0122 0.0003 0.0628
Si 0.0004 0.0026 0.0058
Si -0.0036 0.0014 -0.0201
Si 0.0131 0 -0.0118
Si 0.0047 0.0083 0.0543
Si 0.0135 0.0103 -0.0317
Si -0.0072 0.0086 -0.0285
O -0.0038 -0.0044 0.0149
O 0.0168 -0.0139 -0.0372
O 0.0116 0.0059 -0.028
O 0.006 0.0052 0.0207
O 0.0016 -0.0032 0.0114
O -0.005 0.0048 0.0073
O 0.0163 -0.0216 -0.0399
O 0.0006 -0.0034 0.0144
O 0.0009 -0.0048 -0.0549
O -0.0001 -0.0006 -0.0227
O -0.0214 0.0155 -0.0514
O 0.0118 -0.0079 0.0063
O 0.0117 0.0006 0.0158
O 0 -0.003 -0.0051
O -0.0064 0.0036 -0.0308
O -0.014 0.0118 -0.0206
O 0.0054 -0.0046 -0.0072
O 0.0087 -0.0035 -0.002
O -0.0018 -0.0032 0.0093
O 0.0035 0.0001 -0.0305
O -0.0017 0.0013 0.0054
O 0.0046 0.0018 -0.0027
O 0.0007 -0.0029 0.0051
O -0.0065 -0.0063 0.0021
O 0.0009 0.0008 0.0039
O -0.0007 0.0023 0.007
O 0.0084 -0.0007 0.0105
O -0.0058 0.0017 -0.0063
N -0.008 -0.009 -0.024
O 0.0034 0.0064 0.0074
O -0.004 0.0062 0.0077
O -0.0081 -0.0087 0.0105
O 0.0033 0.0158 0.0177
O -0.0094 0.0024 -0.0059
N 0.0085 -0.0065 -0.0193
O -0.006 -0.0031 0.0017
O -0.0024 0.0026 0.0142
O 0.0017 -0.0012 -0.0001
O -0.0105 0.0116 0.022
O 0.0003 0.0088 0.0184
O 0.0009 0.0095 -0.0032
O -0.0048 0.004 -0.004
O 0.0015 -0.0138 0.0134
O 0 -0.001 0.0063
O 0.0059 -0.0054 0.0267
O 0.0166 -0.015 -0.0267
O -0.0028 -0.0024 0.0167
O 0.0041 -0.0037 0.0127
O 0.0018 -0.0045 -0.0083
O 0.0095 -0.0058 0.0132
O -0.0009 0.0046 -0.0197
O 0.0025 0.0075 0.0031
O -0.0006 -0.0027 0.0018
O 0.0027 -0.0014 0.0015
O -0.0047 0.0039 0.0041
N -0.0051 0.0011 -0.0211
N -0.0048 0.0011 0.0031
O -0.0061 0.0003 -0.0132
O -0.0016 -0.0038 0.0204
O -0.0065 -0.0052 0.0263
O 0.0024 0.0001 0.013
O -0.0218 -0.0137 -0.0071
O -0.0032 0.0127 -0.0015
O -0.0083 -0.0004 -0.0038
O 0.0022 0.0065 0.0211
O -0.0086 -0.0016 -0.0196
O -0.0009 0.0007 0.0055
O -0.0018 -0.0059 0.0063
O 0.0009 -0.0041 0.0029
O 0.0017 -0.008 0.0137
O 0.007 0.0039 0.0179
O 0.0037 0.0011 -0.0052
O -0.0057 0.0035 0.0077
O 0.0066 -0.0002 0.0109
O 0.0001 0.0007 0.0147
O 0.0086 0.0082 0.021
O -0.0156 0.0256 -0.0292
O 0.0004 -0.0002 -0.0216
O 0.0154 0.0012 0.0319
O -0.0104 -0.0032 0.0047
O 0.0027 0.0074 0.0248
O -0.0024 -0.0011 -0.0003
O 0.012 -0.0114 -0.0425
O -0.0033 0.006 0.0066
O -0.0031 -0.0065 -0.0245
O 0.0102 0.0011 -0.028
O -0.0052 -0.0021 0.0155
O 0.0009 -0.0039 0.017
O -0.0052 -0.0015 0.0197
O -0.0057 0.002 -0.02
O -0.0087 0.0042 0.0184
O -0.001 -0.0028 0.019
O 0.0013 -0.0098 0.0134
O -0.0007 0.0014 0.0235
O -0.0219 0.016 -0.0466
O 0.0023 0.0045 -0.0058
O 0.0055 0.0035 0.0037
O 0.0088 0.0043 0.012
O 0.0024 -0.0025 0.009
O -0.0036 0.0036 0.019
O -0.0062 -0.0027 0.0118
O 0.0015 0.0032 -0.005
O 0.0142 -0.0185 -0.045
O 0.0028 0.0101 0.0148
O -0.0008 0.005 0.0112
O -0.0001 -0.0012 0.0109
O 0.0012 -0.0018 -0.0168
O 0.0207 -0.0213 -0.058
O -0.0227 0.0147 -0.0455
O 0.0058 0.0003 0.0119

The program warned: the cutoff lies below the one the program advises for these potential files; the forces do not sum to zero within the program's tolerance; empty levels may hold ghost states of the PAW files; the exchange-correlation potential is rough where the density is thin.
